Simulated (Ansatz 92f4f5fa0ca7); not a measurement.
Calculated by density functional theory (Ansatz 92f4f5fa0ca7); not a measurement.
Periodic cell of 222 atoms, Si131O89As1H1, from a study of silicon, its oxide and their interface. The atomic structure is a simulated model.
Doubt: the cutoff is far below the 930 eV that the study's wrapper takes by default for these files, so forces and energies are approximate.
This geometry differs little from another in the collection (a relaxation step or a small displacement).

Settings: functional PBE; potential files Ansatz PAW; basis plane waves; wave-function cutoff 580 eV; density cutoff ratio 5; exchange-correlation grid ratio 1; k mesh 1 x 1 x 1, Gamma-centred; self-consistency stop 5e-08 eV per atom in the density residual; occupations fixed; spin none; net charge 0.

Cell vectors (angstrom)
a 10.938 0 0
b 0 10.938 0
c 0 0 32.4859

Atoms and the computed forces on them: element, x, y, z (angstrom), force x, y, z (eV/angstrom)
Si -0.2853 0.2199 25.0442 -0.1069 0.1094 -0.1444
Si 5.7008 -0.26 24.9602 0.0965 -0.079 -0.0855
Si 2.4274 2.9495 25.0877 -0.0911 0.1128 -0.1693
Si 8.3728 2.402 25.0084 0.0867 -0.0837 -0.0454
Si 0.1828 5.1549 25.0617 0.1077 -0.0971 -0.0734
Si 5.12 5.613 24.9913 -0.0953 0.0834 -0.1183
Si 2.9289 7.8978 24.9802 0.0792 -0.0975 -0.073
Si 7.9091 8.3989 24.9575 -0.1042 0.1004 -0.0811
Si 1.3 1.3491 26.3766 -0.0394 0.0185 0.0155
Si 6.8165 1.2883 26.3575 0.042 -0.0467 0.0102
Si 4.0261 4.0868 26.3872 -0.0364 0.0318 0.0345
Si 9.5144 4.0267 26.338 0.0228 -0.0491 0.0011
Si 1.3425 6.7872 26.328 0.0261 -0.0514 0.0112
Si 6.7675 6.7951 26.2673 -0.034 0.0175 0.0074
Si 4.0849 9.5286 26.2703 0.0224 -0.044 -0.0131
Si 9.5063 9.5379 26.3067 -0.0437 0.015 0.0231
Si 2.7411 -0.0174 27.6705 -0.0157 0.0219 -0.002
Si 8.2078 -0.0233 27.7347 -0.0108 0.0027 -0.0294
Si -0.0241 2.7332 27.746 0.0038 0.0204 -0.0464
Si 5.4672 2.7237 27.6853 -0.0133 0.0129 0.0002
Si 2.713 5.4793 27.7496 -0.0016 0.005 -0.0357
Si 8.1814 5.4726 27.6646 0.0064 -0.0043 -0.0113
Si -0.0107 8.2022 27.6692 0.0019 0.0036 -0.0086
Si 5.4609 8.1953 27.6898 0.0028 0.0045 -0.0142
Si 4.1018 1.3673 29.0677 -0.0132 -0.0854 -0.1634
Si 9.5708 1.3673 29.0677 -0.0817 -0.1212 0.3463
Si 1.3673 4.1018 29.0677 -0.1492 0.0089 0.3376
Si 6.8362 4.1018 29.0677 -0.0272 0.0037 -0.1748
Si 4.1018 6.8362 29.0677 0.0172 0.1186 0.1803
Si 9.5708 6.8362 29.0677 -0.0606 -0.0255 -0.2592
Si 1.3673 9.5708 29.0677 -0.0125 -0.0594 -0.2253
Si 6.8362 9.5708 29.0677 -0.093 -0.18 0.1378
Si 0 0 30.4349 -0.0376 0.0394 -0.0066
Si 5.469 0 30.4349 -0.0266 -0.0474 -0.0131
Si 2.7345 2.7345 30.4349 -0.0636 -0.0103 -0.0254
Si 8.2035 2.7345 30.4349 0.0164 -0.0607 -0.0034
Si 0 5.469 30.4349 0.0027 -0.0744 -0.0049
Si 5.469 5.469 30.4349 -0.034 0.0092 -0.015
Si 2.7345 8.2035 30.4349 0.0335 -0.0374 -0.0024
Si 8.2035 8.2035 30.4349 -0.0647 -0.0203 -0.0159
Si 1.3673 1.3673 31.8022 0.034 -0.0129 -0.0086
Si 6.8362 1.3673 31.8022 -0.0099 0.0393 -0.0254
Si 4.1018 4.1018 31.8022 0.0033 -0.0205 -0.0174
Si 9.5708 4.1018 31.8022 0.0043 0.0546 -0.0231
Si 1.3673 6.8362 31.8022 -0.0409 0.0116 -0.0276
Si 6.8362 6.8362 31.8022 0.0459 -0.0081 -0.004
Si 4.1018 9.5708 31.8022 -0.0232 0.027 -0.0197
Si 9.5708 9.5708 31.8022 0.0223 -0.0266 -0.0156
Si 2.7345 0 0.6835 0.0084 -0.0115 0.028
Si 8.2035 0 0.6835 0.0089 0.0216 0.0211
Si 0 2.7345 0.6835 -0.0423 0 0.002
Si 5.469 2.7345 0.6835 0.0104 -0.0297 0.0215
Si 2.7345 5.469 0.6835 -0.0035 0.0281 0.0197
Si 8.2035 5.469 0.6835 0.0049 -0.0557 0.0298
Si 0 8.2035 0.6835 0.0344 -0.0312 0.0207
Si 5.469 8.2035 0.6835 -0.056 0.0158 -0.0004
Si 4.1018 1.3673 2.0507 -0.0106 0.0882 -0.002
Si 9.5708 1.3673 2.0507 0.0821 0.033 -0.0021
Si 1.3673 4.1018 2.0507 -0.002 -0.0242 0.0272
Si 6.8362 4.1018 2.0507 0.019 0.0514 0.0042
Si 4.1018 6.8362 2.0507 0.0717 0.0069 -0.0063
Si 9.5708 6.8362 2.0507 0.0246 0.0733 0.0058
Si 1.3673 9.5708 2.0507 -0.0166 0.0392 0.0097
Si 6.8362 9.5708 2.0507 0.014 -0.0571 0.0113
Si 0 0 3.418 0.0247 0.0918 -0.3265
Si 5.469 0 3.418 -0.0415 0.011 0.3892
Si 2.7345 2.7345 3.418 0.2315 -0.1176 -0.1314
Si 8.2035 2.7345 3.418 -0.0609 -0.1015 -0.0584
Si 0 5.469 3.418 0.0101 0.0317 0.0968
Si 5.469 5.469 3.418 0.074 0.2712 -0.3856
Si 2.7345 8.2035 3.418 0.2078 0.1546 0.0501
Si 8.2035 8.2035 3.418 -0.036 -0.0118 -0.1327
Si 1.4147 1.3216 4.7585 -0.004 0 0.031
Si 6.8485 1.3799 4.8175 0.0065 -0.0006 0.0222
Si 4.134 4.1207 4.7436 -0.0032 -0.0172 0.0145
Si 9.5584 4.0959 4.7746 -0.0035 -0.0091 0.0165
Si 1.3883 6.8511 4.7753 0.0131 0.0013 0.0125
Si 6.8304 6.8449 4.7795 0.0059 0.0254 0.0122
Si 4.113 9.5629 4.846 -0.008 0.0109 0.0201
Si 9.5445 9.6161 4.7488 -0.0078 -0.0053 0.0281
Si 2.7499 -0.0089 6.2492 -0.024 -0.0125 -0.0401
Si 8.2558 0.0608 6.2094 0.0224 -0.0669 -0.0005
Si 0.0609 2.7458 6.05 0.0617 -0.0059 0.0238
Si 5.5524 2.8456 6.1553 -0.018 0.0476 -0.0386
Si 2.8457 5.5445 6.1059 0.0035 -0.0356 0.0021
Si 8.1862 5.4576 6.14 -0.0265 0.0381 -0.0323
Si 0.0148 8.271 6.0615 -0.0328 0.0603 -0.0247
Si 5.5603 8.2568 6.2283 0.0487 -0.0122 0.0231
Si 3.877 1.7743 7.3413 -0.0348 0.0934 0.1054
Si 9.9314 1.1936 7.4443 0.078 -0.0695 0.1597
Si 1.6211 3.9725 7.3042 0.0432 -0.0667 0.0284
Si 6.7034 4.3618 7.6427 -0.0728 0.0236 0.1516
Si 4.4527 6.6142 7.4962 0.0942 -0.054 0.0477
Si 9.3652 7.1016 7.2835 -0.1001 0.1357 0.2249
Si 1.0891 9.7538 7.5445 -0.0826 0.0864 0.1141
Si 7.1958 9.3946 7.5872 0.0768 -0.0497 0.0594
O 1.3219 4.0647 24.5314 0.0125 -0.0095 0.1701
O 6.8127 9.5466 24.4372 0.0125 -0.0069 0.134
O 2.6698 2.806 7.7915 0.0319 -0.0116 -0.1028
O 8.2777 8.1898 7.8948 0.0575 -0.0548 -0.1227
O 5.5381 5.4819 8.0911 0.0006 -0.0207 -0.0999
O 0.0163 0.0013 8.0223 0.025 -0.0122 -0.1211
O 4.0549 6.783 24.4626 0.0072 -0.0245 0.1277
O 9.5449 1.3384 24.4898 0.0254 -0.0446 0.1515
O 1.5315 8.8606 8.9038 0.0257 0.0238 -0.08
O 1.0726 4.6379 8.6961 -0.0257 0.0248 -0.0164
O 9.4007 2.0211 8.7554 -0.0254 0.0137 -0.0627
O 6.8708 10.0066 9.0956 0.0201 -0.0267 -0.1195
O 4.6016 1.5019 8.8032 -0.0159 -0.0104 -0.0859
O 3.7313 7.3404 8.793 -0.0088 0.0322 -0.0454
O 7.4324 3.7555 9.0309 -0.0104 -0.0035 -0.0576
O 10.0448 6.4815 8.6262 -0.0015 0.0002 -0.1024
O 3.1324 2.2916 23.7648 0.0086 -0.0446 0.0801
O 5.1314 0.5107 23.6109 -0.0101 0.0084 0.0581
O 7.5733 2.905 23.6566 -0.0147 0.0269 0.041
O 10.3949 5.7738 23.7265 -0.0152 0.0164 0.0694
O 8.5739 7.7164 23.6057 0.009 -0.0083 0.0613
O 2.2179 8.5061 23.6217 -0.0122 0.0144 0.0646
O 5.5929 4.7576 23.6563 0.0209 0.002 0.0707
O 0.4101 10.4921 23.7136 0.0295 -0.0091 0.0866
Si 3.0357 8.6116 9.5276 0.0066 0.0128 0.0837
Si 7.2438 4.6833 14.152 0.0075 0.0177 0.0237
Si 1.1549 -1.2398 13.3101 0.0085 0.0008 0.0108
Si 3.8237 1.1437 22.8497 -0.0228 0.0463 -0.0428
Si 6.213 0.3671 15.7803 -0.014 -0.0075 0.0212
Si 1.9499 1.8434 16.8619 0.0013 0.0259 0.0211
Si 1.6045 9.8031 22.8501 -0.0264 0.0005 -0.0518
Si 3.9842 10.3978 13.9887 -0.0129 0.0076 0.0001
Si 0.489 7.111 12.0135 -0.0205 -0.0015 0.0768
Si -2.0196 7.2715 13.6849 0.0485 -0.0017 -0.0074
Si 5.7985 0.0443 18.8638 -0.0131 0.0122 0.0151
Si 4.6199 6.0554 14.3626 -0.0107 0.0118 0.0012
Si 11.5797 10.1023 20.0546 -0.0246 0.0173 -0.0562
Si 6.4201 -1.004 10.6585 -0.001 -0.028 0.0953
Si 4.0695 11.4658 9.9731 -0.0196 0.0052 0.1598
Si -1.1983 8.5649 18.2838 0.0454 -0.0065 0.0563
Si 0.0078 -2.8479 15.581 -0.0222 0.0109 0.0287
Si 0.8074 3.0314 14.1212 0.0409 -0.0242 -0.003
Si 1.6694 5.8673 14.5468 -0.0372 -0.0075 -0.0063
Si 6.8398 4.103 22.8242 0.0018 0.0214 -0.0491
Si 6.8355 3.2918 16.5975 0.0117 0.0106 0.061
Si 8.7909 3.1404 9.7632 0.0216 -0.0612 0.0168
Si 4.6385 8.2091 12.0436 0.052 0.0323 0.0874
Si 4.3969 -3.7273 17.2273 0.0056 0.0154 0.0295
Si 2.363 1.3123 12.38 0.0002 0.0231 0.0769
Si -6.8462 4.1321 17.9144 0.014 -0.0364 0.0396
Si -2.9599 -0.5907 13.3173 -0.0237 -0.0108 -0.0486
Si 6.9303 8.3255 18.8973 0.0239 0.0037 0.0229
Si 5.2547 2.6452 20.4742 -0.0136 0 -0.0357
Si 8.9317 6.4395 19.977 0.0386 -0.0192 -0.0181
As 11.445 2.2681 19.6158 0.1133 0.1072 0.0964
Si 10.8759 5.4387 9.5199 -0.0181 0.0374 -0.0003
Si -1.8987 3.701 18.6125 0.0264 0.0087 0.0475
Si -1.8019 -4.5799 22.8893 0.0223 0.0077 -0.0768
Si 2.9955 10.0352 17.9194 -0.0138 0.0046 0.0596
Si 8.8788 2.3382 12.8 0.047 0.0019 0.0165
O 4.9128 7.0244 15.662 0.0022 0.001 -0.0031
O 2.5369 0.2972 16.8671 0.003 0.0079 -0.0057
O 7.6957 4.3698 15.7001 -0.0067 -0.0011 -0.0103
O 0.7551 8.7282 12.0495 0.0045 -0.019 -0.0047
O 2.6082 -1.4259 14.0565 -0.0118 0.0019 -0.0141
O 3.4113 8.5534 17.3002 0.015 -0.0302 -0.0208
O -1.2159 2.5475 19.5812 0.017 0.0007 -0.0176
O 5.3067 11.1085 10.9479 -0.0121 0.0141 -0.0471
O 1.5462 6.4605 13.0498 -0.017 0.0055 -0.0204
O 0.7264 6.3517 10.6121 -0.0036 -0.0296 -0.0493
O 6.4627 -1.2309 19.6442 -0.0069 0.001 -0.0084
O 7.5267 7.292 20.0094 -0.0083 0.0058 -0.0061
O -7.2802 0.8855 13.274 -0.0071 -0.0099 -0.0122
O -2.3756 4.9025 19.6044 -0.006 0.0095 -0.0176
O 8.1648 8.7112 17.8715 -0.029 -0.0045 -0.015
O 7.7354 6.1646 13.6805 -0.0033 -0.0022 0.0034
O 4.2016 -0.2322 18.7778 0.0041 0.0007 -0.0081
O 12.3828 3.4444 20.2295 -0.1223 -0.1671 -0.1177
O 2.7907 -0.0688 22.5495 0.0021 0.0169 0.0263
O -5.9953 9.4294 13.1031 -0.0145 -0.0253 -0.0414
O 6.301 3.5137 21.3958 0.0355 0.0257 0.0726
O 4.4724 3.6604 19.4437 -0.0088 -0.0012 -0.0076
O 3.1917 5.3634 14.7067 0.0199 0.0075 -0.0071
O 0.5749 0.758 20.4882 0.013 0.0205 0.0081
O 0.9666 -1.6331 21.4341 0.022 0.023 0.0605
O 7.5383 10.3346 11.7453 0.0459 -0.018 0.0473
O 5.8666 8.4003 10.9667 -0.0181 0.0088 -0.0264
O 5.6224 4.7946 14.1377 0.0083 -0.0091 -0.0161
O 1.7863 9.7651 18.9641 0.0038 0.0006 -0.0047
O 0.7395 4.552 14.7142 -0.0036 -0.0096 -0.0054
O -0.2189 -2.1562 17.0153 -0.0034 -0.004 -0.0349
O 3.7272 10.0581 9.2059 -0.0277 -0.0273 -0.0727
O -2.4286 8.8162 13.4728 -0.0261 0.0492 -0.0014
O 5.4333 14.905 17.0125 -0.004 0.0029 -0.011
O 9.8929 6.8176 12.4629 -0.0027 -0.0026 0.0052
O 1.2747 2.0761 15.3791 -0.0072 0.0087 0.011
O 7.1111 -0.4294 14.6931 0 -0.0026 0.0029
O 0.7226 1.7549 17.9571 0.0036 0.0012 0.0094
O 1.1156 11.2124 12.6965 0.0054 -0.0144 -0.0025
O -0.9932 7.0433 18.8419 -0.0357 0.0019 0.009
O 7.935 5.2874 22.6612 -0.0265 -0.023 0.0267
O 0.1325 -1.5975 14.5285 0.0187 -0.0058 -0.0048
O 6.4373 0.0114 17.3509 0.0188 -0.0087 -0.0186
O -5.2237 7.5883 18.1131 -0.0157 -0.0121 -0.0234
O 4.7012 -0.1322 15.387 0.0197 0.0031 0.0072
O 1.8722 2.7915 12.8726 -0.0116 -0.0028 -0.0139
O 4.2243 1.8487 21.4466 -0.0246 -0.0393 0.0762
O 10.1396 -1.2799 19.4297 0.0118 -0.0102 -0.004
O 9.6908 6.6591 21.3943 -0.0323 -0.0027 0.0412
O -0.6508 2.8371 13.4443 -0.0396 -0.0017 -0.0201
O 2.819 1.1971 10.8101 0.0353 -0.0291 -0.0702
O 7.7318 3.4146 13.2714 0.0048 -0.0028 -0.0273
O -4.8978 1.4681 19.6192 -0.0065 -0.0073 0.0025
O 1.2805 7.0547 15.6087 -0.0037 -0.0073 -0.005
O 3.7495 -5.1715 17.7851 -0.0065 0.0209 -0.0077
O -3.1923 2.9963 17.9104 0.005 0.0065 -0.0238
O 4.6154 -4.0815 12.9326 -0.0001 0.0154 -0.0179
O 8.8481 0.7973 13.351 -0.0259 -0.0103 -0.0198
O 6.5118 1.9711 15.6855 -0.0067 -0.0043 -0.0038
O 3.2519 8.3425 11.1495 -0.0291 0.0034 -0.0981
O 9.8258 4.3541 10.127 0.0145 0.0068 -0.0097
O 8.6455 2.3437 11.1812 -0.0152 0.0491 -0.0427
O 2.9692 3.0771 17.2802 -0.0121 -0.0112 -0.0181
O -1.2737 -3.7699 15.1404 0.0024 -0.0121 -0.0108
O -0.7836 4.1863 17.5263 -0.0295 0.0348 -0.0588
H -1.0876 4.6667 16.7372 0.0109 -0.0354 0.0856

Results
free energy: -138760.854 eV
free energy less fixed offsets of As -4856.12, H -15.97, O -568.88, Si -635.61 eV per atom: 6.466 eV

The program warned: the cutoff lies below the one the program advises for these potential files; the forces do not sum to zero within the program's tolerance; the exchange-correlation potential is rough where the density is thin.
